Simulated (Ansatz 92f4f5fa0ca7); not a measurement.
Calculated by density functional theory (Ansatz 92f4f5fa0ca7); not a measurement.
Periodic cell of 234 atoms, Si146O88, from a study of silicon, its oxide and their interface. The atomic structure is a simulated model.
Doubt: the cutoff is far below the 930 eV that the study's wrapper takes by default for these files, so forces and energies are approximate.
This geometry differs little from another in the collection (a relaxation step or a small displacement).

Settings: functional PBE; potential files Ansatz PAW; basis plane waves; wave-function cutoff 580 eV; density cutoff ratio 5; exchange-correlation grid ratio 1; k mesh 1 x 1 x 1, Gamma-centred; self-consistency stop 5e-08 eV per atom in the density residual; occupations fixed; spin none; net charge 0.

Cell vectors (angstrom)
a	11.6015	0	0
b	0	10.938	0
c	0	0	33.136

Atoms and the computed forces on them: element, x, y, z (angstrom), force x, y, z (eV/angstrom)
Si	-0.1508	0.0921	24.3195	0.0163	0.0413	0.0206
Si	3.8924	-0.3026	24.4572	0.0058	0.0395	-0.0325
Si	7.7754	0.4332	23.9329	0.0128	0.0127	0.0592
Si	2.0222	1.1683	24.3547	-0.0033	-0.0251	-0.0004
Si	5.5423	1.4203	24.1061	-0.0012	-0.0264	0.0165
Si	9.723	1.7382	24.199	-0.0242	-0.0407	0.0231
Si	-0.0053	5.4483	24.235	-0.0117	0.0237	0.0398
Si	3.9712	5.3915	24.4458	0.0163	0.0404	0.0073
Si	7.7502	5.4773	24.732	0.0076	0.0375	-0.0094
Si	1.9773	6.6861	24.4431	0	-0.016	0.0006
Si	5.8988	6.8483	24.5648	-0.0212	-0.0257	0.0197
Si	9.6834	6.839	24.4047	0.0024	-0.0523	0.0288
Si	1.9211	2.6405	26.2985	-0.0068	-0.0081	-0.0151
Si	5.7784	2.6244	26.2545	-0.0084	0.0033	0.0017
Si	9.6818	2.7685	26.3406	0.0036	-0.0018	-0.038
Si	0.0208	4.0918	26.2509	0.0154	0.0183	-0.0268
Si	3.8719	4.0244	26.3833	0.0077	0.0196	-0.0098
Si	7.7162	4.0144	26.5155	-0.011	0.0067	-0.0123
Si	1.9012	8.1462	26.3555	-0.0096	-0.0089	-0.0182
Si	5.7827	8.1967	26.4735	0.0242	-0.0066	-0.0372
Si	9.6961	8.2108	26.3591	-0.0002	0.0027	-0.0256
Si	0.0084	9.626	26.3059	-0.0143	0.0102	-0.026
Si	3.8445	9.4887	26.4754	0.0122	0.0194	-0.0164
Si	7.728	9.5266	26.5597	0.0062	0.029	0.0071
Si	0.0154	-0.0123	28.2901	-0.0039	-0.0099	0.0051
Si	3.8499	0.0107	28.3214	0.0157	-0.0145	0.0026
Si	7.7558	0.0217	28.3894	-0.0043	-0.0074	0.0009
Si	1.9239	1.3712	28.2988	0.0028	0.0041	0.0076
Si	5.7997	1.3472	28.2672	0.0067	0.0024	0.0172
Si	9.7003	1.3633	28.2671	-0.0067	-0.0021	0.0364
Si	0.0041	5.432	28.253	-0.0009	-0.0059	0.0098
Si	3.8433	5.4408	28.2983	-0.0027	-0.0149	0.0018
Si	7.7312	5.4682	28.3502	0.0015	-0.0057	0.012
Si	1.9086	6.8169	28.3086	0.0054	-0.0025	0.006
Si	5.7849	6.7808	28.3428	0.001	0.0051	0.007
Si	9.6852	6.8178	28.2896	-0.0098	0.0151	0.0017
Si	1.9336	2.7345	30.2368	-0.0283	0.0441	-0.0004
Si	5.8008	2.7345	30.2368	-0.0436	0.0497	-0.2868
Si	9.6679	2.7345	30.2368	0.0843	-0.0205	-0.208
Si	0	4.1018	30.2368	-0.038	-0.0471	-0.1985
Si	3.8672	4.1018	30.2368	-0.0552	-0.1391	0.0785
Si	7.7343	4.1018	30.2368	0.06	-0.0698	0.2997
Si	1.9336	8.2035	30.2368	-0.0231	-0.0288	-0.0008
Si	5.8008	8.2035	30.2368	-0.0542	-0.0146	0.0077
Si	9.6679	8.2035	30.2368	0.0455	-0.0652	-0.1002
Si	0	9.5708	30.2368	0.002	-0.0345	-0.0779
Si	3.8672	9.5708	30.2368	-0.0235	-0.012	0.0597
Si	7.7343	9.5708	30.2368	0.047	-0.0769	0.4734
Si	0	0	32.1703	-0.0063	-0.0012	-0.0627
Si	3.8672	0	32.1703	0.0016	0.0023	0.0134
Si	7.7343	0	32.1703	-0.0226	-0.1712	0.0393
Si	1.9336	1.3673	32.1703	-0.028	-0.0899	0.0317
Si	5.8008	1.3673	32.1703	0.0132	-0.198	0.0156
Si	9.6679	1.3673	32.1703	0.0029	-0.0748	-0.0462
Si	0	5.469	32.1703	0.026	0.0565	-0.0575
Si	3.8672	5.469	32.1703	-0.0087	0.1691	0.0723
Si	7.7343	5.469	32.1703	0.0113	-0.0305	0.0682
Si	1.9336	6.8362	32.1703	0.0096	-0.0743	0.0013
Si	5.8008	6.8362	32.1703	0.0008	0.0125	-0.0196
Si	9.6679	6.8362	32.1703	0.0145	-0.0308	-0.058
Si	1.9336	2.7345	0.9679	0.1433	0.0937	0.0118
Si	5.8008	2.7345	0.9679	-0.0239	0.1767	0.43
Si	9.6679	2.7345	0.9679	0.0285	0.1507	-0.1346
Si	0	4.1018	0.9679	0.0238	0.0054	-0.1607
Si	3.8672	4.1018	0.9679	-0.1149	-0.1216	0.257
Si	7.7343	4.1018	0.9679	0.0144	-0.0821	-0.2075
Si	1.9336	8.2035	0.9679	0.1076	0.0159	0.1148
Si	5.8008	8.2035	0.9679	-0.0095	-0.0028	0.0043
Si	9.6679	8.2035	0.9679	-0.2024	0.2073	-0.0939
Si	0	9.5708	0.9679	0.1746	0.0706	-0.0431
Si	3.8672	9.5708	0.9679	-0.0324	0.1941	0.087
Si	7.7343	9.5708	0.9679	-0.0479	0.1519	-0.3109
Si	0.0658	0.0681	2.8545	-0.0051	-0.0188	0.0011
Si	3.8993	0.0419	2.9072	0.0004	-0.0009	-0.0123
Si	7.7229	0.0728	2.8293	-0.0063	-0.0097	-0.0756
Si	1.9805	1.4657	2.9646	0.0033	-0.0015	-0.0058
Si	5.7921	1.4364	3.0022	0.0015	0.0038	-0.006
Si	9.6997	1.359	2.8699	0.0002	0.0006	0.0138
Si	-0.0194	5.5665	2.8142	0.0125	-0.0151	-0.0197
Si	3.8542	5.4209	2.977	0.0026	-0.0044	0.0019
Si	7.7058	5.4438	2.8852	-0.0135	-0.0204	0.001
Si	1.957	6.8633	2.9379	-0.0071	0.0111	-0.0171
Si	5.7576	6.7552	2.8396	0.0187	0.0224	-0.0397
Si	9.629	6.8373	2.8658	0.0126	0.0095	0.0251
Si	1.8769	3.0567	4.7973	0.0237	0.0089	0.0033
Si	5.7475	2.6661	5.1262	0.0088	-0.0052	0.0153
Si	9.666	2.7499	4.7615	-0.0178	-0.0093	0.0219
Si	-0.1059	4.2884	4.7414	-0.0062	-0.0144	0.0123
Si	3.9391	4.2289	5.0898	-0.0174	-0.0184	0.0175
Si	7.6876	4.0117	4.7692	0.0137	0.0023	0.0195
Si	2.014	8.2781	4.8665	0.0026	-0.0291	0.0127
Si	5.8298	8.0705	4.7521	-0.0807	-0.0411	0.069
Si	9.7059	8.3193	4.7004	-0.0096	-0.0476	0.0138
Si	0.0434	9.6479	4.7566	0.0014	0.0506	0.0068
Si	3.9747	9.5984	4.8148	0.0068	-0.0366	-0.0411
Si	7.6785	9.4497	4.5343	0.1257	0.0881	-0.0333
Si	0.0021	0.1362	6.6452	0.0263	-0.0085	-0.0216
Si	3.9616	-0.1058	6.8485	0.0075	0.0798	0.0749
Si	7.767	0.2385	7.2111	0.1338	0.0824	-0.0034
Si	1.512	1.8939	6.7555	0.015	-0.0377	0.0649
Si	5.7564	1.3345	7.3308	-0.0391	-0.049	-0.0426
Si	9.6575	1.4758	6.7593	-0.0839	0.0253	0.0722
Si	0.0425	5.7783	6.5948	-0.011	0.0009	0.0297
Si	4.1245	5.6386	7.1574	-0.032	-0.0071	-0.006
Si	8.017	5.388	6.6072	-0.0056	-0.0008	-0.0168
Si	2.0877	6.8977	6.8357	0.0108	-0.0323	-0.0092
Si	6.1474	6.8657	6.8312	0.0354	-0.0174	-0.013
Si	9.6683	7.0579	6.6579	-0.0071	-0.009	-0.0029
O	7.3545	-0.6751	5.9309	-0.1904	-0.1306	-0.0155
O	1.7142	7.7286	8.2461	-0.004	0.0214	0.0066
O	6.5947	7.9074	8.083	0.0078	0.0224	-0.0058
O	11.3901	5.0149	8.0329	0.0332	-0.0164	-0.0299
O	8.0311	10.1788	8.4923	-0.0192	-0.0302	0.0031
O	9.2937	7.8572	8.1002	-0.0176	0.0104	0.0114
O	3.3014	9.7507	7.9069	-0.017	-0.0089	-0.0138
O	14.5927	1.2162	6.9877	-0.0306	0.0437	-0.0425
O	8.4073	4.3837	7.8953	-0.0184	0.0433	0.0201
O	5.4329	1.9978	8.8404	0.0172	0.0224	0.0302
O	0.5008	10.0737	7.878	0.0002	0.0143	-0.0188
O	1.1689	2.7527	8.1399	-0.0034	0.0086	-0.0102
O	1.9623	7.6696	23.098	0.0185	0.015	-0.0004
O	-3.9937	-0.1863	25.4473	-0.0142	-0.041	0.005
O	2.5098	2.1866	23.1031	0.0128	0.0079	-0.0044
O	3.9382	9.4948	23.2196	-0.0207	-0.0244	0.0016
O	6.336	7.6287	23.1197	0.0027	-0.0018	-0.0186
O	8.2686	10.0759	23.0308	0.0538	-0.0518	-0.0361
O	4.0961	4.3613	23.126	-0.0029	-0.0088	-0.0032
O	9.5696	7.751	23.0022	-0.0042	0.0329	0.0058
O	-0.0306	4.7184	22.7049	-0.0196	-0.0426	-0.0549
O	7.433	4.4311	23.4595	0.0078	0.0197	-0.0179
O	-0.5849	10.0021	23.0657	-0.0363	-0.0309	-0.01
O	10	2.632	22.8104	0.0165	0.0444	-0.0345
Si	1.7814	9.3454	11.593	0.0153	0.0022	-0.0101
Si	2.0422	2.977	15.1716	0.0064	0.0028	-0.0034
Si	-0.2917	1.6383	16.3162	-0.0047	0.0167	-0.0012
Si	6.4193	2.6953	9.9745	-0.0117	0.0003	0.0189
Si	3.1615	8.3911	22.2831	0.0114	-0.0165	0.0223
Si	3.1086	9.8537	19.7737	-0.0018	-0.0155	0.0098
Si	7.693	10.1094	17.3635	0.0015	0.0043	-0.0117
Si	-2.533	2.992	8.4683	0.1627	0.0298	-0.0661
Si	11.7896	3.7704	8.9705	-0.0548	-0.0195	-0.0025
Si	4.0372	2.7581	22.7608	-0.0577	0.0141	-0.0167
Si	6.2795	-4.0929	13.6877	-0.0026	-0.0059	-0.0021
Si	4.5308	1.6139	19.9224	0.0162	0.0223	0.0013
Si	7.9572	8.5638	8.7518	-0.0021	0.0182	0.0125
Si	-0.6465	8.8717	13.3071	-0.0045	-0.0033	0.0119
Si	9.2925	-0.2828	19.9453	-0.0015	-0.0145	-0.0067
Si	6.9632	8.93	11.6281	0.014	-0.0062	-0.0028
Si	10.2872	2.2841	19.272	-0.0029	0.0155	-0.0146
Si	1.1006	7.9446	15.3961	-0.0053	-0.0048	-0.0019
Si	1.8229	9.3379	8.4928	0.0082	-0.0049	0.0223
Si	-4.7485	7.3476	16.5219	0.0017	-0.0013	-0.012
Si	-1.4525	11.7657	13.5506	-0.0086	0.0083	-0.0015
Si	1.9279	10.3613	17.1147	0.0003	-0.0054	-0.0117
Si	9.6291	9.3051	22.5195	0.0097	0.0014	0.0069
Si	6.8556	12.6806	15.6139	0	0.0012	-0.0072
Si	2.1786	4.0034	11.1584	-0.0326	-0.01	-0.0405
Si	3.9464	1.6286	16.9911	0.0104	0.0097	-0.0164
Si	1.765	5.5874	13.7119	0.0035	-0.0028	0.0013
Si	10.643	6.2072	14.5207	-0.0011	-0.0049	0.0063
Si	-1.1498	3.8818	21.8415	0.023	0.0007	0.0161
Si	7.2666	12.0367	12.5749	-0.0072	0.0129	-0.0041
Si	5.6766	8.5799	18.9234	0.002	-0.0045	-0.0187
Si	1.5684	1.3109	12.7393	0.0022	0.0216	0.0006
Si	7.8952	4.8473	15.2373	0.003	-0.0035	-0.0079
Si	4.5337	5.016	9.5139	0.0272	-0.0103	0.0257
Si	5.8613	7.1885	21.6137	0.0005	0.0009	0.0126
Si	4.3653	7.5176	11.5038	-0.0009	-0.0129	0.002
Si	7.5731	4.5784	21.8491	-0.0122	-0.0026	-0.0053
Si	7.5038	2.0106	20.1544	-0.0228	0.0125	-0.0036
O	0.2886	8.7647	11.964	-0.0065	-0.0017	-0.0072
O	10.7619	2.2871	17.7164	0.0082	-0.0117	-0.0137
O	3.0463	2.8122	16.3967	-0.01	-0.0074	-0.0028
O	10.3793	3.1081	9.44	0.0375	0.0511	0.0297
O	4.3751	6.4954	10.2204	-0.0114	0.0102	0.0052
O	3.4494	3.9809	10.1545	-0.0118	0.0195	0.009
O	3.7367	1.9621	18.5684	0.0035	-0.0049	0.0037
O	-5.2569	9.9438	18.297	0.0054	-0.0006	0.0034
O	6.5514	5.7271	21.2664	0.0032	0.0016	0.0116
O	8.0555	0.5532	20.6607	0.0004	0.0045	0.01
O	-2.4454	4.858	21.51	-0.0172	-0.0052	0.0113
O	6.5831	12.2221	14.0612	-0.0005	-0.0006	0.0041
O	4.2213	2.6488	21.1333	0.0117	-0.0236	-0.0021
O	7.9209	8.4476	10.3846	-0.0038	-0.0022	0.0117
O	7.5909	3.2543	15.5864	-0.0041	-0.0014	0.005
O	9.6445	9.3722	20.8792	-0.0064	0.0127	-0.0197
O	0.4183	9.1393	14.5189	-0.0012	0.0029	-0.0018
O	1.9335	10.32	18.7523	-0.0048	0.0016	-0.0005
O	7.5879	5.8782	16.4889	-0.0026	-0.0015	0.0053
O	8.666	2.614	19.1745	0.0102	-0.0069	0.0161
O	11.7432	5.3974	13.6188	0.002	0.0013	0.0009
O	7.0014	5.3798	13.9481	0.0012	0.002	0.0016
O	5.3928	8.7529	11.1874	-0.0016	0.0064	-0.0067
O	5.9853	4.2948	9.9265	-0.0231	-0.0019	-0.0174
O	4.2133	7.2456	21.7124	-0.0013	0.0126	0.0063
O	12.2659	11.2831	16.6413	-0.0013	0.0021	0.0066
O	4.9036	6.6864	12.8211	0.0036	0.0018	0.0031
O	8.852	12.4532	12.8118	0.0029	-0.0076	0.0002
O	2.1016	7.0419	14.4245	0.0005	0.0019	-0.0019
O	2.413	9.1346	21.0464	0.0081	0.0152	-0.0253
O	10.5416	0.7742	19.8683	0.0007	0.0052	0.0104
O	4.0714	8.788	18.9962	-0.0053	0.0054	0.0145
O	-1.6438	-0.785	13.288	0.0021	0.001	-0.0031
O	6.0871	1.7156	19.4469	-0.0146	0.0033	0.0244
O	-3.7605	8.6835	16.5383	-0.0015	0.007	0.0064
O	5.4427	1.8323	16.4075	-0.013	-0.0003	0.0077
O	2.4149	4.4493	14.6483	-0.007	-0.0143	0.0073
O	2.0965	10.7472	12.3856	-0.0049	0.004	-0.0011
O	8.9533	-0.715	18.4037	-0.0088	0.0013	-0.0019
O	-1.4786	-3.4515	13.6061	-0.0003	0.0041	-0.0091
O	7.6507	11.4537	16.4136	-0.0027	-0.0028	0.006
O	0.4961	2.9051	15.6563	-0.0035	-0.0116	0.0052
O	6.2918	8.2173	20.4068	-0.0002	0.0032	0.0022
O	-0.125	6.8885	15.804	0.0023	0.0005	0.0059
O	0.8523	4.3655	10.31	0.0634	-0.0128	0.0184
O	7.9406	2.3962	9.4794	-0.0391	-0.0307	0.0156
O	7.2449	7.8993	12.8765	-0.0069	-0.0006	0.0037
O	7.1816	3.0856	21.3271	0.0122	-0.0117	-0.0116
O	7.1859	10.4865	12.0581	-0.0015	0.0055	-0.0031
O	11.5344	1.333	12.8458	0.0122	-0.0046	-0.0025
O	2.0302	2.4722	11.6954	-0.009	0.0023	-0.0046
O	2.9114	8.1866	11.8257	-0.01	0.011	-0.0036
O	-1.3906	12.1075	15.1722	0.0037	-0.0017	0.0051
O	1.789	9.747	10.0396	-0.0003	-0.0017	0.0115
O	-5.6654	7.4603	15.1687	-0.0022	0.0044	0.0048
O	5.9609	7.3544	17.8837	-0.0015	0.0002	0.0054
O	1.8368	8.7954	16.5803	0.0031	0.0028	0.0074
O	4.0611	0.1137	20.3681	0.0005	-0.0032	-0.0021
O	9.4838	5.1339	14.9046	-0.0019	0.0001	-0.002
O	2.3634	5.2339	12.2304	-0.002	-0.0016	-0.0066
O	2.2854	1.7361	14.1376	-0.0092	0.0068	0.0003
O	3.3433	11.0686	16.6403	-0.0039	0.0005	0.0087
O	-5.1623	2.0517	11.4979	0.0132	-0.0153	0.012
O	10.9694	3.324	20.366	-0.0048	-0.0148	-0.014

Results
free energy: -142854.633 eV
free energy less fixed offsets of O -568.88, Si -635.61 eV per atom: 5.867 eV

The program warned: the cutoff lies below the one the program advises for these potential files; the exchange-correlation potential is rough where the density is thin.
